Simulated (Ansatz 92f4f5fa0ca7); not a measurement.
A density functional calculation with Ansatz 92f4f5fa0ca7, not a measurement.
Periodic cell of 211 atoms, Si125O78P8, from a study of silicon, its oxide and their interface. The atomic structure is a simulated model.
Doubt: the cutoff is low for norm-conserving oxygen, so forces and energies are approximate.

Settings
functional: HSE06
potential files: SPMS norm-conserving
basis: plane waves
wave-function cutoff: 800 eV
density cutoff ratio: 4
exchange-correlation grid ratio: 1
k mesh: 1 x 1 x 1, Gamma-centred
occupations: fixed
spin: none
net charge: 0

Cell vectors (angstrom)
a  10.938  0  0
b  0  10.938  0
c  0  0  31.5132

Atoms: element, x, y, z (angstrom)
Si  0.5434  10.5272  24.2356
Si  6.1454  10.5387  23.9347
P  2.2599  3.2643  24.0998
P  7.7351  3.3159  24.0857
P  0.5341  4.9148  24.0712
P  5.9776  4.9332  24.0888
Si  2.321  8.7058  24.045
Si  7.7041  8.6006  24.1007
Si  1.4399  1.4675  25.4308
Si  6.9083  1.4613  25.3125
Si  4.1207  4.0949  25.3753
Si  9.5977  4.1194  25.3715
Si  1.4005  6.7752  25.2904
Si  6.8069  6.7524  25.3735
Si  4.1848  9.6421  25.2389
Si  9.591  9.5288  25.3383
Si  2.8204  0.0327  26.7161
Si  8.2483  0.0267  26.7063
Si  -0.0393  2.711  26.7511
Si  5.4448  2.6804  26.7198
Si  2.7859  5.5034  26.721
Si  8.252  5.5007  26.7389
Si  -0.0021  8.1306  26.7052
Si  5.4304  8.1836  26.6966
Si  4.1018  1.3673  28.095
Si  9.5708  1.3673  28.095
Si  1.3673  4.1018  28.095
Si  6.8362  4.1018  28.095
Si  4.1018  6.8362  28.095
Si  9.5708  6.8362  28.095
Si  1.3673  9.5708  28.095
Si  6.8362  9.5708  28.095
Si  0  0  29.4622
Si  5.469  0  29.4622
Si  2.7345  2.7345  29.4622
Si  8.2035  2.7345  29.4622
Si  0  5.469  29.4622
Si  5.469  5.469  29.4622
Si  2.7345  8.2035  29.4622
Si  8.2035  8.2035  29.4622
Si  1.3673  1.3673  30.8295
Si  6.8362  1.3673  30.8295
Si  4.1018  4.1018  30.8295
Si  9.5708  4.1018  30.8295
Si  1.3673  6.8362  30.8295
Si  6.8362  6.8362  30.8295
Si  4.1018  9.5708  30.8295
Si  9.5708  9.5708  30.8295
Si  2.7345  0  0.6835
Si  8.2035  0  0.6835
Si  0  2.7345  0.6835
Si  5.469  2.7345  0.6835
Si  2.7345  5.469  0.6835
Si  8.2035  5.469  0.6835
Si  0  8.2035  0.6835
Si  5.469  8.2035  0.6835
Si  4.1018  1.3673  2.0507
Si  9.5708  1.3673  2.0507
Si  1.3673  4.1018  2.0507
Si  6.8362  4.1018  2.0507
Si  4.1018  6.8362  2.0507
Si  9.5708  6.8362  2.0507
Si  1.3673  9.5708  2.0507
Si  6.8362  9.5708  2.0507
Si  0  0  3.418
Si  5.469  0  3.418
Si  2.7345  2.7345  3.418
Si  8.2035  2.7345  3.418
Si  0  5.469  3.418
Si  5.469  5.469  3.418
Si  2.7345  8.2035  3.418
Si  8.2035  8.2035  3.418
Si  1.3798  1.3977  4.7262
Si  6.867  1.4291  4.8132
Si  4.0494  4.0919  4.7763
Si  9.5  4.0618  4.7806
Si  1.3952  6.8893  4.8386
Si  6.8496  6.8919  4.7955
Si  4.0828  9.4864  4.7994
Si  9.5234  9.5406  4.7946
Si  2.6347  -0.05  6.0492
Si  8.2415  0.0231  6.1852
Si  -0.0397  2.6541  6.0967
Si  5.437  2.8114  6.1671
Si  2.7719  5.4649  6.2111
Si  8.1113  5.4515  6.1541
Si  -0.0404  8.2515  6.2237
Si  5.4835  8.1639  6.2673
Si  4.4372  0.9014  7.3024
P  10.0948  0.853  7.4235
Si  0.8158  4.51  7.3783
P  6.2993  4.6176  7.4547
P  4.6207  6.2959  7.4805
Si  9.9755  6.3041  7.4589
P  0.8413  10.1104  7.4213
Si  6.3312  10.1802  7.5196
O  9.5051  6.4553  9.0456
O  0.956  3.8566  8.8966
O  3.6261  1.1655  8.7224
O  6.7288  10.1882  9.1448
O  11.0423  0.2001  22.7775
O  2.9019  8.4147  22.505
O  6.1155  10.917  22.2755
O  7.8809  8.0741  22.5376
Si  3.9825  10.589  19.0279
Si  8.319  7.7725  21.0189
Si  6.5866  4.8214  17.9144
Si  3.9504  9.3157  14.5521
Si  10.9241  9.2283  19.9238
Si  3.5727  1.4952  10.2991
Si  2.699  1.3717  16.9148
Si  9.2627  5.5754  19.4289
Si  4.9258  7.7943  12.0384
Si  8.9944  6.9964  10.4885
Si  7.7244  1.4434  15.5692
Si  7.1409  0.5448  21.1064
Si  2.5686  7.4281  16.3928
Si  10.2381  0.6925  21.4813
Si  10.6169  7.7292  17.425
Si  3.9349  6.4558  18.858
Si  2.4671  6.2866  11.9743
Si  5.8685  2.5822  11.9073
Si  0.1856  8.2493  12.4781
Si  6.954  5.3229  12.1441
Si  1.4629  3.8166  10.4288
Si  6.7394  9.7491  16.0904
Si  2.979  4.9811  14.5639
Si  8.9016  8.2369  14.8207
Si  -0.0879  4.0974  14.9714
Si  2.1203  10.8218  12.4867
Si  5.5225  2.4458  19.5516
Si  7.9425  5.3909  14.9825
Si  6.6513  9.232  18.9836
Si  10.9861  2.9918  19.8599
Si  4.8708  2.488  14.9053
Si  2.9461  3.5974  19.1992
Si  2.8028  8.4907  20.8832
Si  10.6668  2.1043  16.9494
Si  6.9883  9.4753  10.5885
Si  0.0388  2.1015  12.5965
Si  8.2473  0.8363  12.4528
O  8.8438  6.2435  20.8588
O  4.8287  1.0148  19.2264
O  9.888  6.6418  18.3757
O  6.0574  6.659  12.1638
O  0.3233  3.1736  11.4019
O  5.2052  9.7294  15.5226
O  7.1175  8.8859  17.4436
O  10.4345  2.279  21.2051
O  6.0787  3.2755  18.2347
O  5.0599  9.412  18.7424
O  8.0443  0.8949  14.0702
O  7.0769  0.3272  16.5521
O  2.9409  2.7292  17.8073
O  3.5566  7.2939  11.2808
O  0.0748  3.6325  16.5194
O  2.7982  2.9035  10.5616
O  8.6391  0.4936  21.7415
O  1.3596  1.2361  13.0015
O  7.9256  4.9362  18.8041
O  1.3178  7.11  12.8112
O  10.4737  2.908  13.9201
O  9.1813  1.8011  16.2748
O  6.4366  2.4971  15.463
O  4.5349  8.17  13.5691
O  7.2817  4.7154  13.6462
O  3.7572  7.2781  20.2827
O  1.2205  8.3209  20.4929
O  2.9711  10.9385  17.7902
O  5.0472  2.2271  13.2931
O  4.2836  3.3511  20.1271
O  7.7745  9.3988  14.8821
O  7.4124  2.0909  11.8746
O  10.5436  2.0841  18.5678
O  10.0283  8.4618  13.6714
O  1.0181  7.1155  16.7444
O  1.7715  5.3618  10.8417
O  9.6518  8.1847  16.2351
O  10.2894  7.708  11.1905
O  5.1082  1.7217  10.766
O  1.0911  1.2592  16.4785
O  2.7353  8.7818  15.5063
O  3.8239  1.4524  15.6899
O  5.4327  5.8958  18.4228
O  10.9427  10.8212  20.2419
O  7.7609  10.4085  11.6954
O  8.3446  5.7397  11.3493
O  10.3843  4.4742  19.7349
O  6.696  2.0703  20.6374
O  3.2221  6.2111  15.5666
O  7.2167  10.5707  19.7391
O  2.9027  5.1856  18.8497
O  6.005  4.1589  11.489
O  3.1978  10.0046  20.3422
O  1.0173  9.6351  12.2336
O  2.8532  0.2483  11.072
O  3.2599  10.4532  13.6016
O  7.0785  7.9945  19.9603
O  10.9204  9.0659  18.305
O  4.0849  3.9067  15.0674
O  7.9221  6.964  14.6214
O  3.4174  7.5431  17.7636
O  7.0727  5.0729  16.3481
O  7.8618  8.1409  10.2809
O  1.6536  3.1339  20.0478
O  9.5569  8.7391  20.6361
O  9.8216  1.0593  12.1186
O  1.3801  4.6368  14.5466
O  3.3094  5.3487  13.0145
O  5.5354  9.0587  11.2155
O  9.5519  5.077  15.0327

Results
free energy: -50591.904 eV
free energy less fixed offsets of O -447.96, P -185.95, Si -113.29 eV per atom: -2.174 eV
gap between the highest filled and lowest empty level on this k mesh: 1.573 eV

The program warned: the cutoff lies below the one the program advises for these potential files; the forces do not sum to zero within the program's tolerance; the exchange-correlation potential is rough where the density is thin.
